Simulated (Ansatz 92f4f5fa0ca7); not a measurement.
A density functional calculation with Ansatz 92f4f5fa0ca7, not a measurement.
Periodic cell of 234 atoms, Si146O88, from a study of silicon, its oxide and their interface. The atomic structure is a simulated model.
Doubt: the cutoff is far below the 930 eV that the study's wrapper takes by default for these files, so forces and energies are approximate.
This geometry differs little from another in the collection (a relaxation step or a small displacement).

Settings: functional PBE; potential files Ansatz PAW; basis plane waves; wave-function cutoff 580 eV; density cutoff ratio 5; exchange-correlation grid ratio 1; k mesh 1 x 1 x 1, Gamma-centred; self-consistency stop 5e-08 eV per atom in the density residual; occupations fixed; spin none; net charge 0.

Cell vectors (angstrom)
a  11.6015  0  0
b  0  10.938  0
c  0  0  32.418

Atoms: element, x, y, z (angstrom)
Si  -0.1139  0.1182  23.8335
Si  3.8031  -0.1992  23.9313
Si  7.6759  0.0342  23.7467
Si  2.0008  1.3092  23.8505
Si  5.6505  1.2588  23.8123
Si  9.5798  1.4191  24.0484
Si  -0.0272  5.4638  23.5628
Si  3.8878  5.4973  23.4153
Si  7.7313  5.281  23.6579
Si  1.9064  6.8746  23.5489
Si  5.9247  6.7836  23.551
Si  9.5373  6.7919  23.5599
Si  1.8898  2.8045  25.6732
Si  5.7196  2.7115  25.6825
Si  9.6153  2.8233  25.8624
Si  -0.0529  4.1922  25.6377
Si  3.8402  4.1816  25.5336
Si  7.653  4.0681  25.6833
Si  1.9234  8.0701  25.6378
Si  5.8286  8.0798  25.6059
Si  9.6554  8.1551  25.5633
Si  0.0196  9.4945  25.6089
Si  3.8721  9.3831  25.7806
Si  7.7103  9.5349  25.6425
Si  0.0039  -0.0322  27.5529
Si  3.8454  -0.0198  27.5949
Si  7.7155  -0.0187  27.5768
Si  1.9186  1.3776  27.5769
Si  5.7715  1.3447  27.6044
Si  9.6651  1.3225  27.6482
Si  -0.0302  5.4852  27.6036
Si  3.8544  5.4536  27.5535
Si  7.7073  5.4776  27.5859
Si  1.9139  6.7962  27.6103
Si  5.7867  6.8126  27.595
Si  9.6422  6.8466  27.5582
Si  1.9336  2.7345  29.5187
Si  5.8008  2.7345  29.5187
Si  9.6679  2.7345  29.5187
Si  0  4.1018  29.5187
Si  3.8672  4.1018  29.5187
Si  7.7343  4.1018  29.5187
Si  1.9336  8.2035  29.5187
Si  5.8008  8.2035  29.5187
Si  9.6679  8.2035  29.5187
Si  0  9.5708  29.5187
Si  3.8672  9.5708  29.5187
Si  7.7343  9.5708  29.5187
Si  0  0  31.4523
Si  3.8672  0  31.4523
Si  7.7343  0  31.4523
Si  1.9336  1.3673  31.4523
Si  5.8008  1.3673  31.4523
Si  9.6679  1.3673  31.4523
Si  0  5.469  31.4523
Si  3.8672  5.469  31.4523
Si  7.7343  5.469  31.4523
Si  1.9336  6.8362  31.4523
Si  5.8008  6.8362  31.4523
Si  9.6679  6.8362  31.4523
Si  1.9336  2.7345  0.9679
Si  5.8008  2.7345  0.9679
Si  9.6679  2.7345  0.9679
Si  0  4.1018  0.9679
Si  3.8672  4.1018  0.9679
Si  7.7343  4.1018  0.9679
Si  1.9336  8.2035  0.9679
Si  5.8008  8.2035  0.9679
Si  9.6679  8.2035  0.9679
Si  0  9.5708  0.9679
Si  3.8672  9.5708  0.9679
Si  7.7343  9.5708  0.9679
Si  0.0619  0.0372  2.8699
Si  3.8757  -0.0172  2.949
Si  7.7497  0.0727  2.8491
Si  1.9809  1.4158  2.9319
Si  5.7837  1.382  2.9434
Si  9.7159  1.3639  2.877
Si  0.0109  5.4929  2.8865
Si  3.8985  5.4799  2.9158
Si  7.7294  5.4385  2.9348
Si  1.9583  6.8387  2.9096
Si  5.8193  6.8509  2.9092
Si  9.6693  6.8169  2.8755
Si  1.9572  2.8879  4.8252
Si  5.7532  2.651  4.9743
Si  9.7275  2.6863  4.82
Si  -0.0214  4.1744  4.8387
Si  3.935  4.1954  4.9178
Si  7.7399  3.9502  4.8191
Si  1.9602  8.1736  4.8678
Si  5.8949  8.2899  4.8014
Si  9.7265  8.2996  4.7038
Si  0.0707  9.6167  4.7862
Si  3.8798  9.5921  4.9482
Si  7.8041  9.646  4.7342
Si  0.0754  0.0508  6.7248
Si  3.6581  0.023  6.9545
Si  7.7835  -0.004  6.7105
Si  1.8749  1.5703  6.7478
Si  5.776  1.1717  6.9433
Si  9.7025  1.3628  6.8016
Si  -0.0786  5.5337  6.8051
Si  4.0848  5.755  6.7674
Si  7.9478  5.3553  6.6589
Si  1.9431  6.7846  6.8447
Si  6.1299  6.9067  6.6925
Si  9.6558  6.9439  6.5854
O  6.1315  1.9079  8.4118
O  1.8337  7.712  8.2163
O  6.5019  7.7855  8.0803
O  11.0888  4.6317  8.1522
O  7.8878  10.0537  8.1162
O  9.2429  7.7778  7.9858
O  3.1135  10.027  8.2612
O  9.7404  2.3095  8.1723
O  8.3637  4.5907  8.1169
O  4.5713  5.0792  8.2101
O  0.3998  9.9946  8.0391
O  1.6857  2.5292  8.1335
O  1.7267  8.0752  22.3777
O  2.5425  2.2508  22.578
O  5.2916  2.2121  22.4872
O  3.7447  9.8263  22.5131
O  6.3752  7.7846  22.264
O  7.7632  10.0805  22.3473
O  3.9074  4.45  22.0958
O  9.0887  7.7458  22.2346
O  0.1126  4.2442  22.4105
O  7.7352  4.3842  22.2367
O  -0.6364  10.492  22.3152
O  9.7061  2.4373  22.7368
Si  1.7142  9.2639  8.7009
Si  2.3336  8.3128  13.3844
Si  -1.2766  0.7008  18.4255
Si  9.7329  3.8622  8.6901
Si  2.5112  9.2777  21.5847
Si  6.519  9.1713  15.9644
Si  11.7054  11.1501  21.0043
Si  -2.6294  8.808  11.4411
Si  14.0142  2.7487  9.5763
Si  3.8981  2.8163  21.8635
Si  3.7345  -1.5647  18.8775
Si  10.0806  4.8779  16.7708
Si  7.8973  8.4983  8.5915
Si  -0.9476  11.5085  15.4668
Si  4.4135  1.475  19.0473
Si  0.3422  8.9972  11.4855
Si  10.7975  3.0778  21.7133
Si  6.8164  8.5986  18.764
Si  -2.8087  11.6752  12.8989
Si  0.3228  13.7361  16.942
Si  5.7796  12.4277  12.6734
Si  3.572  8.6022  16.0258
Si  7.7396  8.5635  21.741
Si  10.0102  14.3291  11.8615
Si  4.0051  3.9774  13.732
Si  8.5474  4.717  14.2724
Si  3.4993  2.746  16.3821
Si  7.7011  3.432  16.6802
Si  -3.7672  5.8251  18.2815
Si  1.0277  10.8941  13.4483
Si  7.3633  1.7142  18.9149
Si  5.326  2.1776  9.7976
Si  7.4141  7.4491  13.5753
Si  4.3685  4.8877  9.8036
Si  4.6343  11.1271  14.9362
Si  12.9548  2.8332  12.3839
Si  8.2609  4.1251  20.7142
Si  4.7128  6.6878  12.2845
O  0.2909  10.6095  14.883
O  9.2582  3.5085  17.1878
O  9.8576  5.1452  15.1711
O  13.1134  2.2853  10.8423
O  9.6655  12.7459  12.0276
O  5.4514  3.7446  10.2448
O  4.2941  2.5425  17.7982
O  3.5073  10.1398  15.5304
O  6.0602  -0.2428  15.6004
O  7.1124  2.0848  17.3258
O  -3.5905  5.4748  19.8563
O  9.7829  14.8005  10.3178
O  3.8542  2.3528  20.3055
O  7.9549  8.493  10.2106
O  7.5253  5.9644  14.2033
O  13.2224  10.5848  21.1635
O  1.3703  12.4671  13.3557
O  3.0721  8.6021  17.5812
O  11.6213  4.4258  17.0562
O  7.006  4.7369  17.3749
O  5.9646  0.9582  19.2942
O  8.7049  7.7369  12.635
O  4.6483  6.1921  10.7207
O  14.4318  4.306  9.9153
O  3.0224  8.6875  20.1679
O  7.4481  8.5498  14.7845
O  8.9944  4.2677  12.7882
O  0.063  10.4492  12.2058
O  1.9255  2.654  16.7706
O  5.3045  9.0517  19.0709
O  9.355  6.073  17.6389
O  7.3186  9.3561  17.3927
O  4.8836  0.2804  13.3227
O  3.514  7.7562  12.4455
O  -0.5694  10.7069  19.5842
O  6.0768  7.4997  12.6435
O  4.5391  5.4525  13.3191
O  7.3146  1.3568  13.173
O  11.7071  1.8593  21.1141
O  -1.3815  -0.0038  16.9435
O  8.6993  10.3037  12.0281
O  4.0475  1.6004  15.3945
O  6.8222  7.0621  18.2731
O  -0.4186  13.0594  15.6369
O  2.5702  3.758  12.9519
O  11.5404  14.5875  12.3964
O  3.7573  12.7569  9.5091
O  7.4148  2.9395  19.9898
O  2.3485  9.9535  13.3013
O  8.8033  0.9465  19.0022
O  5.1147  2.9103  13.1531
O  -1.1038  8.5398  10.9082
O  0.9044  7.9362  12.6429
O  1.4599  9.1922  10.3081
O  -0.2547  12.9273  18.2523
O  7.7293  8.76  20.1093
O  2.6051  7.8031  14.9477
O  3.5601  0.0808  18.7998
O  7.704  3.5278  15.0557
O  3.8018  4.0324  15.3842
O  5.8318  1.2907  11.0521
O  5.1706  8.1922  16.0089
O  -2.1633  0.5136  14.3892
O  9.8649  3.8032  20.593

Results
free energy: -142855.888 eV
free energy less fixed offsets of O -568.88, Si -635.61 eV per atom: 4.612 eV

Forces (eV/angstrom), in the order of the atoms: element, x, y, z
Si  -0.029  -0.0188  -0.0096
Si  -0.0216  -0.0199  0.002
Si  -0.0087  -0.0051  -0.0025
Si  0.0378  0.011  0.0014
Si  -0.0061  0.0095  -0.0129
Si  0.027  0.0214  -0.0065
Si  0.0001  -0.03  -0.0136
Si  -0.0092  -0.0283  -0.0165
Si  0.0059  -0.0336  -0.0252
Si  0.0026  0.0146  -0.0122
Si  0.0108  0.0382  -0.0148
Si  -0.0158  0.0332  -0.0122
Si  0.0021  0.0189  0.0048
Si  0.0036  0.0186  0.007
Si  -0.0077  0.0184  -0.0041
Si  0.0004  -0.0127  0.0107
Si  -0.0062  -0.0144  0.0121
Si  0.0025  -0.0193  0.0064
Si  -0.001  0.0147  0.0138
Si  0.0012  0.017  0.0108
Si  -0.0058  0.0133  0.0092
Si  0.0056  -0.0207  0.0078
Si  -0.0034  -0.0103  -0.0074
Si  -0.0029  -0.0171  0.0036
Si  -0.0008  0.0089  -0.0126
Si  0.0016  0.0079  -0.0136
Si  -0.0016  0.0135  -0.0093
Si  0.001  -0.0089  -0.0005
Si  0.0014  -0.0083  -0.0113
Si  -0.0001  -0.0183  -0.0088
Si  0.0022  0.0066  -0.0142
Si  0.0011  0.0134  -0.0113
Si  -0.0014  -0.0011  -0.0144
Si  -0.0022  -0.0093  -0.0214
Si  0.0024  -0.0069  -0.0151
Si  0.0032  -0.0074  -0.0109
Si  -0.0067  -0.0495  0.0411
Si  -0.0346  -0.0247  0.0918
Si  0.0286  -0.1022  0.3499
Si  -0.0875  -0.0812  -0.0249
Si  0.011  -0.0919  -0.1981
Si  0.0325  -0.0679  -0.1171
Si  0.015  0.0189  0.0026
Si  -0.0241  0.0463  -0.0906
Si  -0.0588  0.023  -0.1776
Si  0.0565  -0.0333  -0.0983
Si  -0.0632  -0.046  0.1903
Si  -0.033  -0.0277  0.0293
Si  -0.0192  0.0448  -0.0246
Si  0.0048  0.0631  0.0254
Si  0.0023  0.0163  -0.0147
Si  0.0039  -0.0484  0.0366
Si  0.0106  -0.0773  0.0426
Si  -0.0123  0.0437  0.0312
Si  0.0289  0.0394  0.0152
Si  -0.0058  0.1148  0.0092
Si  -0.0031  0.0584  0.0143
Si  -0.0004  -0.0607  -0.0135
Si  -0.0172  -0.0451  -0.0303
Si  0.0186  -0.0263  -0.055
Si  0.0862  0.0681  0.0295
Si  -0.0907  0.0172  0.2161
Si  0.0935  0.0883  -0.0521
Si  0.0101  -0.0085  0.001
Si  0.0421  0.0233  0.0629
Si  -0.0188  -0.0085  0.0994
Si  0.0441  -0.0008  0.0228
Si  0.0573  0.018  0.0169
Si  -0.0836  0.0182  -0.0558
Si  0.1423  -0.007  -0.0375
Si  -0.0479  0.0363  0.2204
Si  -0.0267  0.0759  -0.0893
Si  -0.0066  0.005  0.0085
Si  0.0014  0.0067  0.0001
Si  0.0027  0.0121  0.0117
Si  -0.0007  -0.0017  0.0015
Si  -0.0024  -0.0089  0.0081
Si  0.0018  -0.0066  0.0043
Si  0.0041  0.0096  -0.0009
Si  0.0035  0.0124  0.0095
Si  -0.0032  0.0093  -0.0049
Si  -0.0036  -0.0171  0.0066
Si  -0.0027  -0.0087  0.0051
Si  0.0014  -0.0072  0.009
Si  0.0013  0.0093  0.0014
Si  0.001  0.0078  -0.0082
Si  -0.0023  0.013  -0.0111
Si  -0.0014  -0.0164  -0.0098
Si  -0.008  -0.0138  -0.0019
Si  0.0081  -0.0039  0.0035
Si  -0.0004  0.0123  -0.0058
Si  0.0044  0.0164  0.0004
Si  -0.0033  0.0164  -0.0027
Si  -0.0004  -0.0143  -0.0094
Si  0.0003  -0.0216  -0.0118
Si  0.0063  -0.0098  -0.0016
Si  0.0113  -0.0142  0.0064
Si  -0.0201  -0.017  0.0018
Si  -0.0069  -0.016  -0.0199
Si  -0.002  0.0137  0.0085
Si  0.0161  0.0133  0.0097
Si  0.0085  0.0214  0.0053
Si  0.0075  -0.0092  0.0113
Si  0.0167  -0.0186  0.0152
Si  0.0181  -0.0193  -0.0035
Si  -0.0057  0.0076  -0.0075
Si  -0.0261  0.0211  -0.0006
Si  -0.0223  0.0195  -0.0033
O  0.0053  0.0011  -0.0078
O  0.0035  -0.0103  0.0052
O  -0.0001  -0.0053  0.007
O  -0.008  0.0045  0.005
O  -0.002  0.0066  0.0179
O  0.0092  -0.0084  -0.0001
O  0.0078  0.0133  -0.0059
O  -0.0022  -0.0133  -0.0027
O  -0.0005  0.0064  0.0029
O  -0.0054  0.0024  0.0028
O  -0.0056  0.0145  -0.0051
O  -0.0032  -0.0123  -0.0104
O  0.0019  -0.0135  -0.0092
O  -0.0114  0.0029  -0.0188
O  0.0109  -0.0015  -0.0111
O  0.0079  0.0012  -0.011
O  -0.0081  -0.0197  0.0053
O  0.0005  0.0028  -0.0119
O  0.001  0.0284  0.004
O  0.0085  -0.0188  0.0016
O  0.004  0.0235  0.0018
O  -0.0034  0.0144  0.0138
O  0.0011  0.0019  -0.0088
O  -0.0129  -0.0123  0.0031
Si  -0.0012  -0.0032  0.006
Si  0.0026  0.0069  0.0025
Si  0.0103  -0.0016  0.0289
Si  0.0087  -0.0011  0.0017
Si  -0.0026  0.0154  -0.0005
Si  -0.0098  0.0162  -0.0076
Si  0.0025  0.0117  0.0084
Si  -0.0091  -0.0055  -0.0171
Si  0.0034  0.0097  -0.007
Si  -0.001  -0.0233  0.0029
Si  -0.02  -0.0061  0.025
Si  0.0062  -0.0033  0.0119
Si  0.0012  -0.0047  -0.0067
Si  0.0059  0.0111  0.0078
Si  -0.0027  0.0104  0.0195
Si  0.0162  -0.0013  -0.0084
Si  0.0101  -0.0239  0.007
Si  0.0096  -0.0041  0.0273
Si  -0.01  0.0103  0.0009
Si  0.0068  0.0007  0.0058
Si  -0.0075  0.0097  0.0038
Si  -0.0004  -0.0001  0.0006
Si  0.0002  0.0131  -0.0026
Si  -0.0094  0.0074  -0.0123
Si  0.0045  0  -0.0073
Si  -0.0061  0.0028  0.0062
Si  0.0116  -0.0491  -0.0218
Si  0.0042  0.0067  0.0075
Si  0.0121  -0.0046  0.0004
Si  0.0133  0.0011  0.0028
Si  0.0059  0.0019  0.0173
Si  0.004  0.0055  0.0044
Si  -0.0052  -0.0041  0.0044
Si  0.0061  -0.0077  -0.0116
Si  -0.0086  0.0454  0.0099
Si  0.0126  -0.0135  -0.0048
Si  -0.0044  -0.0052  0.0016
Si  -0.0032  -0.0024  -0.0049
O  0.0002  -0.0029  -0.0063
O  -0.011  -0.0017  -0.0096
O  -0.0038  -0.0015  -0.0076
O  -0.009  -0.0002  0.0123
O  0.0002  -0.0013  0.0012
O  -0.0098  0.0111  -0.002
O  -0.0182  -0.006  -0.04
O  -0.0005  -0.0011  -0.0013
O  -0.0123  -0.0113  -0.0151
O  0.0011  -0.0025  -0.0078
O  -0.001  -0.0023  -0.0026
O  -0.0018  0.0005  0.0068
O  0.0027  -0.0006  -0.0153
O  0.0047  0  0.0096
O  0.0013  0.0078  -0.0102
O  0.0109  -0.0104  -0.0083
O  -0.0089  0.0005  -0.0097
O  0.0029  0.0036  -0.0032
O  0.0058  0.0001  -0.0079
O  -0.0023  -0.0055  -0.0129
O  -0.0066  -0.0051  -0.0124
O  0.0005  0.0019  0.0012
O  0  -0.0038  -0.0015
O  0.008  0.0029  0.0014
O  -0.0014  0.002  -0.0157
O  -0.0081  0.0043  -0.0031
O  0.003  -0.0029  -0.0069
O  -0.0059  -0.0034  0.0002
O  0.0364  0.0012  -0.0115
O  0.0057  0.0025  -0.0132
O  -0.0096  0.0038  -0.0084
O  0  0.0068  -0.0168
O  -0.0067  -0.0074  0.029
O  0.0053  -0.0066  -0.0055
O  -0.0098  0.0034  -0.0288
O  0.0009  -0.0006  0.002
O  0.0022  0.0033  -0.007
O  0.0147  -0.0064  0.0003
O  -0.0056  0.0048  -0.0092
O  -0.0007  -0.0039  -0.0114
O  0.0045  0.0025  0.0014
O  -0.0187  0.0161  0.0296
O  -0.0095  0.0083  -0.0055
O  0.0016  -0.0041  0.0009
O  -0.0041  0.0031  -0.001
O  -0.0039  0.0042  0.0022
O  -0.0083  -0.0073  -0.0025
O  0.0039  0.0041  -0.016
O  -0.0046  -0.0005  -0.0029
O  -0.0043  -0.002  -0.0134
O  -0.0014  0.0024  0.0029
O  -0.0012  0  0.001
O  -0.013  -0.0021  -0.0095
O  -0.003  -0.0008  0.0027
O  -0.0004  -0.001  -0.0136
O  -0.0084  -0.0079  -0.0221
O  0.0004  -0.0036  -0.0055
O  0.0006  -0.0058  -0.0149
O  -0.0017  -0.0017  0.0029
O  0.0014  -0.0229  -0.0037
O  0.0054  -0.003  -0.0079
O  0.0097  0.0071  -0.0058
O  -0.0029  -0.0009  -0.0099
O  -0.0115  0.0074  -0.0275

The program warned: the cutoff lies below the one the program advises for these potential files; the exchange-correlation potential is rough where the density is thin.
